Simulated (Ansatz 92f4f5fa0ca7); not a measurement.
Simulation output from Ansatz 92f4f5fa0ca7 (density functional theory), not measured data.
Periodic cell of 216 atoms, Si133O82H1, from a study of silicon, its oxide and their interface. The atomic structure is a simulated model.
Doubt: the cutoff is far below the 930 eV that the study's wrapper takes by default for these files, so forces and energies are approximate.
This geometry differs little from another in the collection (a relaxation step or a small displacement).

Settings
functional: PBE
potential files: Ansatz PAW
basis: plane waves
wave-function cutoff: 580 eV
density cutoff ratio: 5
exchange-correlation grid ratio: 1
k mesh: 1 x 1 x 1, Gamma-centred
self-consistency stop: 5e-08 eV per atom in the density residual
occupations: fixed
spin: none
net charge: +1 e, with a uniform compensating background and no finite-size correction

Cell vectors (angstrom)
a  10.938  0  0
b  0  10.938  0
c  0  0  31.3351

Atoms and the computed forces on them: element, x, y, z (angstrom), force x, y, z (eV/angstrom)
Si  0.2214  -0.7029  23.9049  0.0012  -0.0225  0.0257
Si  5.017  0.3357  23.9022  -0.0274  -0.0007  -0.0013
Si  3.2226  2.1299  23.759  0.0103  0.0032  0.0306
Si  7.8789  3.0558  23.9656  -0.0028  0.019  0.0067
Si  -0.6055  6.121  23.9367  0.0176  0.0179  0.0068
Si  6.1369  4.8937  23.9474  -0.0127  -0.0035  0.0253
Si  2.172  8.7637  23.9543  -0.0212  0.0054  0.0107
Si  8.5915  7.7399  24.2173  -0.0374  -0.0473  0.0423
Si  1.3177  1.2559  24.965  0.0155  0.0047  -0.0149
Si  6.7741  1.3638  25.1726  -0.0001  0.0094  -0.0021
Si  4.1665  3.9774  25.0265  0.0074  -0.0237  -0.0361
Si  9.5776  4.1736  25.1428  -0.0094  -0.018  -0.0044
Si  1.3435  6.8517  25.0913  -0.0115  0.0029  -0.0171
Si  6.8102  6.715  25.2976  0.0365  -0.0078  -0.0308
Si  3.9888  9.6173  25.2247  0.0037  0.0207  -0.0048
Si  9.561  9.4815  25.4196  0.0264  0.0205  -0.0075
Si  2.6568  0.0503  26.5711  -0.0021  -0.0252  0.0091
Si  8.1675  0.0288  26.5564  0.0002  -0.0118  0.0063
Si  0.0326  2.7194  26.4321  -0.0028  0.0076  -0.0057
Si  5.4613  2.7312  26.573  0.0043  -0.0015  0.0307
Si  2.7688  5.4245  26.4201  -0.0023  0.0084  0.0097
Si  8.2407  5.4404  26.6317  -0.0098  0.0166  0.0315
Si  0.0705  8.1381  26.6418  -0.0049  0.0013  0.0305
Si  5.4256  8.2076  26.5204  -0.006  -0.003  0.0103
Si  4.1018  1.3673  27.9169  -0.2634  0.1286  0.1703
Si  9.5708  1.3673  27.9169  0.1119  0.2899  -0.462
Si  1.3673  4.1018  27.9169  0.1853  -0.1221  -0.7791
Si  6.8362  4.1018  27.9169  -0.0134  -0.1977  0.3937
Si  4.1018  6.8362  27.9169  -0.2476  -0.2232  -0.4699
Si  9.5708  6.8362  27.9169  0.2305  -0.1659  0.7098
Si  1.3673  9.5708  27.9169  0.1525  0.0966  0.5575
Si  6.8362  9.5708  27.9169  -0.2129  -0.0689  -0.2037
Si  0  0  29.2841  -0.0218  -0.0842  0.002
Si  5.469  0  29.2841  -0.0975  -0.0975  0.0015
Si  2.7345  2.7345  29.2841  0.0859  -0.0092  0.024
Si  8.2035  2.7345  29.2841  -0.0102  0.0336  0.0291
Si  0  5.469  29.2841  -0.1358  0.0587  0.0423
Si  5.469  5.469  29.2841  0.0232  -0.0308  -0.0104
Si  2.7345  8.2035  29.2841  -0.0187  0.0688  0.033
Si  8.2035  8.2035  29.2841  0.0439  -0.0262  -0.0127
Si  1.3673  1.3673  30.6514  -0.0279  0.0053  -0.0028
Si  6.8362  1.3673  30.6514  0.0527  -0.0092  -0.0421
Si  4.1018  4.1018  30.6514  -0.0289  0.0402  0.0133
Si  9.5708  4.1018  30.6514  0.0186  -0.0456  -0.0212
Si  1.3673  6.8362  30.6514  0.0419  -0.0265  -0.0282
Si  6.8362  6.8362  30.6514  0.0046  0.0186  -0.0026
Si  4.1018  9.5708  30.6514  0.0321  -0.032  -0.0154
Si  9.5708  9.5708  30.6514  -0.0343  0.0411  -0.0034
Si  2.7345  0  0.6835  0.0442  -0.0547  -0.0208
Si  8.2035  0  0.6835  -0.0516  0.0046  0.0312
Si  0  2.7345  0.6835  -0.0804  0.0277  0.0307
Si  5.469  2.7345  0.6835  0.0322  -0.0394  0.0168
Si  2.7345  5.469  0.6835  -0.041  0.0657  0.0176
Si  8.2035  5.469  0.6835  0.0877  -0.0286  -0.0224
Si  0  8.2035  0.6835  -0.0258  -0.0184  0.0066
Si  5.469  8.2035  0.6835  -0.012  0.0353  0.0348
Si  4.1018  1.3673  2.0507  -0.1071  -0.0726  -0.0514
Si  9.5708  1.3673  2.0507  0.0487  -0.0269  0.0122
Si  1.3673  4.1018  2.0507  0.1362  0.0433  0.0166
Si  6.8362  4.1018  2.0507  0.0322  0.0839  -0.0205
Si  4.1018  6.8362  2.0507  0.0419  -0.0339  0.008
Si  9.5708  6.8362  2.0507  -0.1461  -0.0019  -0.0582
Si  1.3673  9.5708  2.0507  0.0251  0.1092  -0.0187
Si  6.8362  9.5708  2.0507  0.0851  -0.0343  0.0491
Si  0  0  3.418  0.2546  0.2723  -0.3391
Si  5.469  0  3.418  -0.477  0.0155  0.3131
Si  2.7345  2.7345  3.418  0.0226  -0.0509  -0.3401
Si  8.2035  2.7345  3.418  0.1317  0.117  0.4107
Si  0  5.469  3.418  0.1318  0.3365  0.4556
Si  5.469  5.469  3.418  -0.1196  -0.1168  -0.2796
Si  2.7345  8.2035  3.418  0.0148  0.0144  0.5865
Si  8.2035  8.2035  3.418  0.0697  -0.307  -0.6964
Si  1.3617  1.4181  4.7871  0.0057  -0.0041  -0.0257
Si  6.7883  1.3908  4.7865  0.0267  0.0021  0.0171
Si  4.1106  4.074  4.7668  0.0179  0.0491  -0.0303
Si  9.6118  4.1207  4.8379  -0.0134  -0.0316  0.0138
Si  1.3958  6.8399  4.8903  0.0203  0.0046  -0.0163
Si  6.8176  6.8538  4.7311  -0.0571  -0.0076  -0.0427
Si  4.044  9.6106  4.8781  -0.0078  -0.0009  -0.0098
Si  9.6426  9.4962  4.6736  -0.023  -0.006  -0.0552
Si  2.6703  0.1278  6.281  -0.0738  -0.0073  0.0381
Si  8.1913  -0.1118  5.8883  0  0.0442  0.0253
Si  0.1119  2.8373  6.2521  0.0247  0.0413  0.0062
Si  5.463  2.7614  6.2388  -0.0282  -0.0536  0.0004
Si  2.7838  5.375  6.2266  0.0324  -0.0308  0.0221
Si  8.2419  5.5651  6.1178  0.055  0.0455  0.0436
Si  0.0804  8.3669  6.2323  -0.0503  0.0007  0.045
Si  5.4651  8.1779  6.165  0.0275  -0.0293  0.0232
Si  3.7042  1.8555  7.5936  0.0131  0.0599  -0.0496
Si  9.6917  1.1445  7.0794  -0.0714  -0.0547  -0.057
Si  1.9851  3.6138  7.6806  -0.0049  -0.0244  -0.054
Si  6.449  4.6468  7.3056  -0.0159  0.0192  -0.0664
Si  4.6338  6.3076  7.3586  -0.0211  0.0387  -0.0904
Si  9.1347  7.4518  7.2444  -0.0307  -0.065  -0.0419
Si  0.6413  10.4236  7.4269  0.1147  0.0226  -0.0462
Si  7.3579  9.0697  7.229  0.01  0.0099  -0.0256
O  7.1257  4.1899  9.0476  0.0772  -0.0659  0.1181
O  7.2569  9.1801  8.9203  -0.0056  0.0067  0.0045
O  9.2814  7.4061  8.9338  0.0147  0.0051  0.0058
O  0.8759  10.4865  9.0795  -0.0035  -0.0105  0.0489
O  4.1938  1.4698  9.1547  0.011  -0.0193  0.0425
O  1.8466  3.9541  9.3273  -0.0071  0.0182  0.0524
O  8.3316  1.8243  7.9313  0.0411  -0.0084  -0.0158
O  4.2333  6.521  8.9483  -0.0115  0.0014  0.0723
O  8.2754  8.2585  22.6721  0.0015  0.0118  -0.0232
O  8.5652  2.3012  22.6324  0.0133  -0.0013  -0.0263
O  6.0598  5.6519  22.4602  0.0037  0.0077  -0.0236
O  2.7901  2.5671  22.1964  -0.0084  -0.0043  -0.0193
O  10.3967  9.9879  22.3927  -0.0159  0.0005  -0.0062
O  0.1639  3.6751  18.2997  -0.0004  -0.0006  -0.0013
O  2.6366  8.6317  22.362  0.0052  -0.0005  -0.0177
O  5.5476  -0.4895  22.5565  0.0141  -0.0043  -0.0152
Si  7.0678  5.2306  10.5082  0.0135  -0.0213  -0.0921
Si  -1.3013  3.9064  11.2176  -0.0438  0.0043  -0.0242
Si  3.2831  7.247  10.0306  -0.0071  -0.0101  0.0056
Si  3.1705  13.5177  15.8305  0.0068  0.0068  -0.01
Si  -1.3371  12.2419  12.7428  -0.0066  0.0173  -0.0033
Si  -0.245  5.2609  21.0366  0.0052  -0.0048  0.0024
Si  6.3594  10.3066  21.1485  -0.006  0.0043  0.0134
Si  9.0526  -1.6386  21.6928  0.0015  0.0111  -0.0097
Si  6.2552  -7.941  15.2006  0.0037  0.0014  -0.0164
Si  1.4502  -1.4727  10.1997  -0.002  0.0019  -0.0096
Si  7.8294  2.5486  9.2651  -0.0425  0.1437  -0.0158
Si  5.7908  0.7299  18.6013  0.0008  -0.0035  -0.004
Si  -1.7004  2.532  21.1575  -0.0043  0.0033  0.015
Si  7.7231  5.0301  17.0933  -0.0027  -0.002  -0.0145
Si  6.8918  3.2474  19.4126  -0.0016  0.0015  0.0033
Si  1.5181  4.7496  10.7273  0.0025  0.0017  -0.008
Si  5.2315  5.2602  21.1184  0.0029  -0.005  0.0164
Si  3.4378  -0.2113  16.8688  0.0117  0.0001  -0.0141
Si  5.2078  3.7582  12.451  0.0084  0.0208  -0.0282
Si  9.8586  -1.4121  11.8128  -0.0084  -0.0119  -0.0165
Si  -3.5101  11.2381  14.5273  -0.0008  0.0067  -0.0049
Si  5.0898  -1.6899  14.5869  0.007  0.0016  -0.0127
Si  2.569  3.8871  21.2579  -0.0006  0.0071  0.0173
Si  1.6595  3.0132  18.4744  0.0091  0.0125  -0.0106
Si  -0.8216  10.3789  14.6679  -0.0053  0.005  -0.009
Si  8.0523  8.0548  9.8193  -0.0252  -0.0365  0.0124
Si  5.0131  8.0275  19.584  0.0024  -0.0022  -0.0105
Si  13.2599  9.169  20.8589  0.0069  0.0015  0.0067
Si  10.7386  -5.6875  17.9857  0.002  0.0053  0.0007
Si  5.2045  7.0212  16.6218  -0.0004  -0.0022  -0.0069
Si  5.1283  12.2879  10.4916  0.0336  0.0067  -0.0101
Si  11.5972  11.5784  20.042  0.0051  0.0084  0.0074
Si  4.0206  9.633  11.6702  0.0106  0.0016  -0.0049
Si  -0.2119  8.8525  19.3971  -0.0075  -0.0048  -0.0051
Si  2.5171  4.3361  13.5888  0.013  0.0041  -0.0154
Si  2.1857  6.2788  16.0174  0.0027  -0.0031  -0.0079
Si  1.0342  8.9477  16.7418  0.0013  0.0029  -0.0115
O  2.1933  -2.6697  9.3514  0.0049  0.001  -0.0027
O  6.1624  8.8716  20.3784  -0.0001  -0.0002  -0.0004
O  9.2115  2.8846  10.0168  0.0281  -0.0153  0.0155
O  -0.2745  10.4863  19.2885  -0.0033  -0.0015  -0.0047
O  1.0931  8.3243  20.212  0.0009  -0.0007  0.0029
O  -2.8549  2.3012  20.0212  0.0008  0.0033  0.0013
O  2.4085  2.9691  14.4468  0.0003  -0.0058  0.0065
O  -0.1167  4.9069  10.7617  0.012  0.0018  -0.0031
O  -1.0281  2.882  12.4491  0.0063  -0.0155  0.0081
O  9.5461  4.1226  21.0561  0.0016  -0.0091  0.0022
O  5.7486  4.7616  11.2704  -0.0428  -0.0248  0.0425
O  14.5604  8.7881  19.9626  -0.0013  0.0004  0.0039
O  3.7127  -5.9667  21.6222  -0.0016  0.0002  -0.0023
O  9.903  9.297  13.4342  0.0031  0.005  0.0119
O  5.883  3.8802  20.5261  0.0052  0.0008  -0.0068
O  5.1187  8.0011  17.9413  0.0015  0.0005  0.001
O  8.6741  -11.2412  15.4119  0.0026  -0.0026  0.0038
O  9.3359  -5.4922  17.1149  0.0021  -0.0003  0.0005
O  13.1599  -1.1277  17.455  -0.0013  0.0055  0.0044
O  13.5537  3.5954  19.6601  0.0001  0.0041  -0.0188
O  1.9965  5.5555  14.5463  -0.0018  0.0068  0.0099
O  5.7694  11.4991  20.2218  0.0017  0.0002  -0.0032
O  6.6016  -4.7595  16.7903  0.0033  0.001  0.0018
O  10.6066  1.6371  20.9217  0.0016  0.0015  -0.0016
O  -2.5959  4.8763  11.4353  0.0324  -0.002  0.0303
O  4.2473  -2.7892  10.9938  0.0005  0.0098  0.0002
O  2.3821  6.1264  10.8025  -0.0029  0.0013  -0.0078
O  12.7942  -0.171  20.8633  -0.0015  -0.0024  -0.0017
O  7.025  6.7797  10.092  0.0152  0.0204  0.0092
O  22.1054  -2.0622  11.098  -0.0071  0.0029  0.0044
O  4.0613  4.6373  13.1715  -0.0153  -0.0046  0.0024
O  4.7228  14.0473  15.7494  -0.0073  -0.0024  0.004
O  -0.039  -2.5954  17.8383  -0.0015  0.0013  0.0005
O  6.0804  13.2557  18.3412  0.0016  -0.0003  0.0017
O  -0.5499  6.2975  22.2588  0.0014  -0.0057  -0.0123
O  2.5037  14.2278  17.1198  -0.007  -0.0037  0.0074
O  -2.9667  -0.4489  21.3786  -0.0028  -0.0055  0.0037
O  5.0736  10.7735  11.1112  -0.0112  -0.0093  -0.0011
O  1.0968  5.7583  17.1231  -0.0038  -0.0017  0.0014
O  -4.4766  10.0051  14.1309  -0.0058  -0.0028  0.0018
O  1.1337  4.5639  21.5429  -0.0006  0.0047  0.0027
O  -4.0651  -0.2704  17.9054  -0.1399  -0.0495  0.0074
O  -8.4119  10.1551  11.2254  0.0018  0.0027  -0.0022
O  6.6351  1.4209  15.3808  0.0015  -0.003  0.0014
O  3.7617  6.1894  16.5195  0.0003  0.0015  0.0016
O  4.2889  11.3035  18.1096  -0.0007  -0.0018  -0.0018
O  6.3064  3.3984  13.5966  0.0042  -0.0047  0.0184
O  5.3897  7.7431  15.144  -0.0003  0.0019  0
O  0.2578  9.9418  15.7393  0.0032  -0.0027  0.0037
O  12.6864  7.8336  15.7982  -0.0013  0.0021  0.0005
O  -0.3629  11.8026  13.9802  0.0094  -0.0047  0.0077
O  6.6909  1.7358  10.0658  -0.0539  -0.0486  0.0267
O  -0.2455  -5.0206  19.512  0.0008  0.0008  -0.0074
O  -2.8988  22.9188  13.1907  -0.0005  -0.0046  0.0041
O  5.1678  6.4688  20.0421  0.0026  0.0063  -0.0004
O  1.7707  4.0209  12.1666  0.0041  -0.0004  0.0117
O  -6.5455  9.9314  15.8531  -0.0145  0.0088  0.0104
O  9.4144  -2.4469  20.2961  0.0051  -0.0026  -0.0044
O  -3.5416  3.8776  15.965  0.0014  0.0054  0.009
O  -6.8104  9.3696  13.2676  0.0059  -0.0033  0.0152
O  4.6864  2.4099  11.6648  -0.0035  0.0092  0.0077
O  2.8794  1.0014  15.9515  0.0026  -0.0065  0.0075
O  9.8375  0.2227  11.5093  0.0023  -0.0048  -0.0024
O  8.555  8.7334  11.2062  0.0141  0.017  0.0112
O  7.51  4.5034  18.6068  0.001  -0.0026  0.0037
O  1.3884  12.3988  18.8374  0.0017  -0.006  -0.0023
H  -3.2578  0.0795  17.5065  0.1369  0.0491  -0.0129

Results
free energy: -131201.657 eV
free energy less fixed offsets of H -15.97, O -568.88, Si -635.61 eV per atom: -1.397 eV

The program warned: the cutoff lies below the one the program advises for these potential files; the exchange-correlation potential is rough where the density is thin.
